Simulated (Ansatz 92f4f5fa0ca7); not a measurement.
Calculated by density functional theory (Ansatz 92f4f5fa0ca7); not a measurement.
Periodic cell of 226 atoms, Si132O92As2, from a study of silicon, its oxide and their interface. The atomic structure is a simulated model.
Doubt: the cutoff is far below the 930 eV that the study's wrapper takes by default for these files, so forces and energies are approximate.
This geometry differs little from another in the collection (a relaxation step or a small displacement).

Settings: functional PBE; potential files Ansatz PAW; basis plane waves; wave-function cutoff 580 eV; density cutoff ratio 5; exchange-correlation grid ratio 1; k mesh 1 x 1 x 1, Gamma-centred; self-consistency stop 5e-08 eV per atom in the density residual; occupations fixed; spin none; net charge 0.

Cell vectors (angstrom)
a 10.938 0 0
b 0 10.938 0
c 0 0 31.9494

Atoms: element, x, y, z (angstrom)
Si 10.6541 -0.001 24.4737
Si 5.1535 -0.01 24.6875
Si 2.9111 2.1849 24.4777
Si 8.5459 2.3685 24.5726
Si 10.7234 5.3444 24.2172
Si 5.1838 5.6032 24.4209
Si 2.9614 7.9055 24.3914
As 8.6597 7.6514 24.0522
Si 1.3491 1.1092 25.8431
Si 6.8123 1.2931 25.7835
Si 3.9804 4.0005 25.6887
Si 9.7168 3.9294 25.8445
Si 1.2201 6.7828 25.5783
Si 6.8822 6.7376 25.6526
Si 4.0052 9.3869 25.9619
As 9.3743 9.5669 25.9384
Si 2.6796 -0.163 27.2893
Si 8.1481 0.0832 27.3283
Si 0.1177 2.6256 27.2251
Si 5.4391 2.7269 27.1011
Si 2.6304 5.4362 27.0464
Si 8.2314 5.3635 27.0716
Si -0.0083 8.1688 27.1383
Si 5.5758 8.1071 27.1413
Si 4.0959 1.3309 28.5028
Si 9.587 1.4024 28.6091
Si 1.4078 4.0823 28.5491
Si 6.8183 4.0822 28.489
Si 4.095 6.7739 28.4437
Si 9.5497 6.7758 28.4735
Si 1.3053 9.4788 28.6182
Si 6.8306 9.53 28.5772
Si -0.0136 -0.0149 29.9338
Si 5.4627 -0.0095 29.9011
Si 2.7654 2.7161 29.9002
Si 8.1824 2.7646 29.9112
Si 0.0018 5.4533 29.883
Si 5.4597 5.4546 29.8702
Si 2.7644 8.1499 29.8919
Si 8.2291 8.1716 29.893
Si 1.3673 1.3673 31.2657
Si 6.8362 1.3673 31.2657
Si 4.1018 4.1018 31.2657
Si 9.5708 4.1018 31.2657
Si 1.3673 6.8362 31.2657
Si 6.8362 6.8362 31.2657
Si 4.1018 9.5708 31.2657
Si 9.5708 9.5708 31.2657
Si 2.7345 0 0.6835
Si 8.2035 0 0.6835
Si 0 2.7345 0.6835
Si 5.469 2.7345 0.6835
Si 2.7345 5.469 0.6835
Si 8.2035 5.469 0.6835
Si 0 8.2035 0.6835
Si 5.469 8.2035 0.6835
Si 4.096 1.3786 2.0606
Si 9.5923 1.3516 2.0423
Si 1.3502 4.1378 2.0522
Si 6.8268 4.1335 2.042
Si 4.0869 6.8488 2.0418
Si 9.5674 6.8439 2.0614
Si 1.3575 9.604 2.054
Si 6.8251 9.6136 2.0453
Si 0.0269 0.0373 3.4711
Si 5.481 0.0413 3.4478
Si 2.7126 2.7714 3.3958
Si 8.2515 2.7804 3.337
Si 0.0228 5.5201 3.4673
Si 5.4714 5.5265 3.42
Si 2.732 8.243 3.3923
Si 8.2417 8.2932 3.382
Si 1.3723 1.4597 4.8383
Si 6.9064 1.4767 4.7219
Si 4.0552 4.156 4.7461
Si 9.5971 4.0815 4.7714
Si 1.3602 6.9765 4.8337
Si 6.8375 6.9916 4.7185
Si 4.0897 9.5767 4.7807
Si 9.6157 9.5846 4.8376
Si 2.75 0.0367 6.1265
Si 8.2875 0.1239 6.0876
Si 0.0098 2.7997 6.2982
Si 5.5043 2.8369 6.0568
Si 2.746 5.5919 6.1235
Si 8.2474 5.5958 5.9431
Si 0.0386 8.3064 6.3622
Si 5.4935 8.302 6.207
Si 4.4138 1.1833 7.3146
Si 9.803 1.1528 7.6154
Si 1.1705 4.5064 7.492
Si 6.6337 4.54 7.2299
Si 4.3189 6.7031 7.5185
Si 9.7183 6.6116 7.4877
Si 1.2706 9.943 7.6868
Si 6.7088 9.9665 7.397
O 9.5787 1.175 23.9977
O 4.0892 6.7656 23.9336
O 4.1237 1.1315 24.0478
O 9.4103 6.008 23.4585
O -0.0334 5.5486 8.0034
O 5.5602 0.1271 7.8979
O 0.0648 0.0921 8.1359
O 5.5281 5.6112 7.8625
O 7.5906 3.9513 8.4157
O 8.7068 7.0409 8.7422
O 2.1737 9.4576 9.0195
O 8.8889 1.6781 8.9195
O 7.6008 9.4685 8.6953
O 3.598 1.8267 8.5829
O 3.5771 7.2217 8.9205
O 2.0601 4.0175 8.8027
O 8.0853 3.3566 23.3408
O 0.7397 4.7073 23.0158
O 2.0412 2.4468 23.1059
O 5.8201 4.8533 23.0955
O 5.6491 9.8249 23.5694
O 2.455 8.6748 23.0098
O 0.1685 9.9803 23.1816
O 7.6791 8.2865 22.6235
Si 8.6142 7.658 18.4437
Si 8.7741 6.3524 13.6281
Si 3.7876 1.5275 14.7177
Si 2.1164 5.6985 17.6265
Si 2.4299 3.0515 19.412
Si 9.7954 9.0226 12.064
Si 1.2915 9.375 22.105
Si 9.1613 0.9597 13.1782
Si 1.4076 5.0474 13.0193
Si 1.7764 8.2428 12.7841
Si 6.5871 9.4546 22.2962
Si 4.5137 4.5889 15.6981
Si 8.2013 3.0205 9.5754
Si 0.8021 8.1732 19.2923
Si 6.9359 1.3044 21.0558
Si 8.2064 8.3044 9.6598
Si 10.8785 5.1967 15.6026
Si 7.5738 9.4735 16.2925
Si 9.9336 2.002 20.2855
Si 3.2067 8.5049 9.895
Si 6.6828 3.3209 17.3742
Si 1.1374 0.1388 19.7855
Si 3.2262 2.8123 12.2888
Si 7.1706 5.3431 19.6793
Si 5.7344 8.663 11.5356
Si 5.7719 6.072 13.199
Si 4.6233 9.6368 17.5522
Si 1.1569 3.4017 22.1286
Si 4.9248 1.4183 18.7124
Si 3.1889 3.087 9.5086
Si 6.4483 10.8102 13.7763
Si 10.3407 0.1096 15.9495
Si 5.6537 3.659 11.1494
Si 9.8303 3.8967 11.8942
Si 2.326 9.9149 15.5021
Si 5.9928 8.0713 19.746
Si 6.912 3.8998 22.3512
Si 9.7511 2.7652 17.3585
O 7.1838 6.3736 13.9714
O 1.8378 6.9764 18.7143
O 10.2909 4.0338 16.5359
O 6.1606 9.9188 17.0121
O 10.1382 0.6978 14.4471
O 8.3849 6.0734 18.8369
O 5.1632 0.6693 14.4187
O 5.7323 2.0007 17.4287
O 8.3622 1.9044 20.6034
O 1.9631 4.2231 18.3553
O 6.9571 2.8064 10.6337
O 4.8623 2.7074 12.211
O 6.0217 4.3778 16.32
O 4.5564 3.9222 9.9316
O 10.7583 2.67 21.5312
O 9.7108 6.152 14.9643
O 5.9641 6.4375 19.8765
O 4.0986 0.0952 18.2401
O 9.2427 10.5464 12.2566
O 2.8412 4.3527 12.7035
O 1.8289 10.6667 21.2309
O 4.0033 2.6522 19.264
O 0.7183 10.0324 15.9359
O 1.2673 9.7162 18.8487
O 1.7157 1.5716 19.2316
O 8.9364 10.376 16.4796
O 4.8367 8.4466 18.6507
O 9.5521 8.7414 10.4732
O 6.6942 4.0434 18.8327
O 2.8357 1.7068 13.389
O 5.6189 8.8577 21.1206
O 2.5341 2.45 10.8642
O 7.5947 4.77 21.1461
O 5.1973 7.4785 12.5531
O 0.4165 9.057 12.4644
O 7.5707 1.0556 13.5614
O 7.1211 9.6212 14.7173
O 8.9672 5.0246 12.6928
O 8.098 8.0176 16.9011
O 6.1657 2.522 21.8453
O 2.4406 9.0745 14.0608
O 0.4143 4.4841 11.8524
O 0.7662 8.2663 20.9688
O 9.376 3.8397 10.3374
O 9.6444 2.3797 12.5115
O 7.5494 8.5127 19.3754
O 2.5344 8.1423 11.3382
O 3.965 3.0487 15.3556
O 0.8148 4.4788 14.4279
O 10.0358 2.9599 18.9566
O 9.1325 7.7973 12.9384
O 10.4813 0.4761 20.0159
O 6.0199 5.0435 11.9319
O 8.1554 2.744 16.9958
O 3.5243 5.4524 16.7338
O 4.6515 9.1277 10.3801
O 1.5143 6.6688 13.1705
O 4.7421 5.492 14.34
O 2.1275 3.7394 20.8624
O 10.5448 1.403 16.9259
O 0.9464 6.0608 16.5419
O 7.2653 10.8879 21.8924
O 5.9819 0.8879 19.8213
O 6.0635 10.024 12.3884
O 2.835 0.5356 15.5834
O 7.0328 7.9989 10.764
O 10.1999 7.9622 18.7257
O 3.4278 9.163 16.5057

Results
free energy: -145946.606 eV
free energy less fixed offsets of As -4856.12, O -568.88, Si -635.61 eV per atom: 3.114 eV

Forces (eV/angstrom), in the order of the atoms: element, x, y, z
Si 0.0058 0.0149 -0.0151
Si 0.0076 -0.0021 -0.0026
Si -0.0007 0.0211 -0.0089
Si 0.0055 0.0028 -0.0155
Si -0.0356 0.017 -0.0446
Si 0.0039 0.0133 0.0172
Si -0.0004 -0.0185 -0.0069
As 0.0303 -0.0406 -0.0224
Si -0.0137 -0.002 0.0045
Si 0.0028 -0.008 0.0004
Si -0.0103 0.0086 -0.0028
Si 0.0013 0.0054 0.0033
Si 0.0039 0.0002 0.0031
Si -0.0128 0.0108 0.0009
Si 0.0019 -0.0041 0.0037
As 0.0097 -0.0126 0.0009
Si -0.0037 -0.0004 0.0022
Si 0.0004 -0.0023 0.0032
Si 0.0052 -0.0049 -0.0008
Si 0.0002 0.0105 0.0004
Si 0.0056 -0.006 -0.0087
Si -0.0148 0.0113 -0.0029
Si -0.0012 0.01 0.0042
Si 0.0086 -0.0223 -0.0004
Si -0.0029 -0.0045 0.0051
Si -0.0009 -0.009 -0.0066
Si -0.01 0.0025 -0.0074
Si 0.0043 -0.0064 -0.0016
Si 0.0048 0.0115 -0.0068
Si 0.0017 -0.0009 0.0025
Si 0.0064 -0.0055 -0.0098
Si -0.0106 0.0043 -0.0064
Si -0.0075 0.0067 0.0007
Si 0.0045 0.002 0.0036
Si 0.0021 -0.005 0.0049
Si 0.0084 0.0049 0.0056
Si 0.0069 0.0022 0.004
Si -0.0017 0.0017 -0.002
Si 0.0046 -0.0025 0.006
Si -0.0012 -0.0063 0.0061
Si 0.1737 0.0401 -0.0177
Si 0.0265 0.0095 -0.0323
Si 0.1418 -0.1021 0.0035
Si -0.0643 0.1131 0.0662
Si 0.0627 -0.1959 -0.0535
Si -0.0147 -0.0841 -0.1782
Si -0.0732 -0.0918 -0.0355
Si -0.1599 -0.232 0.1794
Si -0.0007 0.0731 0.0155
Si -0.0289 0.0663 -0.1266
Si 0.0298 0.0788 0.0046
Si -0.0339 0.0826 0.0873
Si -0.0835 -0.0038 -0.0799
Si 0.0355 0.1357 -0.0193
Si 0.0053 0.0981 0.1094
Si 0.0392 0.1251 0.0572
Si 0.0004 -0.0014 0.0002
Si 0.005 -0.003 -0.0017
Si -0.0036 0.0016 -0.0003
Si -0.0054 0.0019 -0.0035
Si 0.0007 0.0019 -0.0019
Si 0.0014 -0.0002 0.0003
Si -0.0046 0.0004 -0.0027
Si -0.0056 -0.0004 -0.0005
Si -0.0011 -0.0013 -0.0049
Si 0.001 0.0003 -0.0032
Si 0.0048 -0.0019 0.0021
Si -0.0043 -0.0017 0.01
Si -0.0022 -0.0024 -0.0056
Si 0.003 -0.0031 -0.0002
Si 0.0028 -0.002 0.0025
Si -0.0005 -0.008 0.0044
Si 0.0021 0.0004 0.0021
Si 0.0023 0.0026 -0.002
Si 0 -0.0027 0
Si -0.0017 -0.0015 -0.0006
Si 0.0024 0.0019 0.0013
Si 0.0016 0.0019 -0.0008
Si -0.0019 -0.0021 -0.0001
Si 0 -0.0009 0.0022
Si -0.0017 -0.0016 0.0006
Si -0.0011 0.0011 -0.0014
Si 0 -0.0004 0.0001
Si 0.0007 0.0002 -0.0007
Si -0.0005 -0.0014 0.0004
Si -0.0002 0.001 -0.0006
Si 0.0001 -0.0002 0.0008
Si 0.0002 -0.0014 -0.0006
Si 0.0008 -0.0011 0.0029
Si -0.0001 -0.001 0.0037
Si -0.0001 0.0013 0.0045
Si -0.002 -0.0004 0.0004
Si 0.0001 -0.0011 0.0035
Si 0.0004 -0.0011 0.002
Si 0.0005 -0.0003 0.0036
Si -0.0009 -0.0008 0.0048
O 0.0024 -0.0069 0.0077
O -0.001 -0.002 -0.0045
O -0.0046 -0.0022 0.0093
O 0.0234 0.0342 0.0605
O -0.0006 -0.0001 -0.002
O -0.0009 0.0008 -0.0016
O -0.0002 0.0007 -0.0024
O -0.0007 0.001 -0.0001
O -0.001 0.0008 -0.0031
O 0.0006 -0.0014 -0.0023
O -0.001 0.0002 -0.0031
O 0.0002 -0.001 -0.0025
O -0.0004 0 -0.0027
O 0 -0.0004 -0.0014
O 0 -0.0006 -0.0019
O -0.0011 -0.0001 -0.003
O -0.0007 -0.0149 0.0102
O -0.0005 -0.0057 0.0016
O -0.0005 -0.0014 0.0035
O 0.0035 -0.0092 -0.007
O -0.0055 0.0036 -0.0141
O 0.0025 0.0018 0.008
O -0.0064 -0.0058 0.0073
O -0.0364 0.02 0.0035
Si 0.0012 -0.002 -0.0045
Si 0.0003 -0.0007 0.0035
Si -0.0007 -0.0007 0.0035
Si -0.0014 -0.0004 0.004
Si 0.0011 -0.0021 0.0012
Si -0.0005 -0.001 0.002
Si 0.0014 -0.001 -0.0084
Si -0.0008 -0.0014 0.0022
Si -0.0009 -0.0006 0.0022
Si -0.0003 -0.0011 0.0021
Si -0.0055 -0.0302 -0.0062
Si -0.0007 -0.0009 0.003
Si 0.0001 -0.0003 0.0043
Si -0.002 0.0007 0.0009
Si -0.0036 0.0036 -0.0087
Si -0.0002 0.0004 0.0038
Si -0.0013 -0.0016 0.0028
Si 0.001 -0.0022 0.005
Si -0.0005 -0.0008 0.0006
Si 0.0003 -0.0005 0.0041
Si 0 -0.0009 0.0042
Si 0.0007 -0.0011 -0.0009
Si -0.0007 -0.0013 0.0025
Si 0.0017 0.0012 0.0012
Si -0.0005 -0.0011 0.0021
Si -0.0003 -0.0009 0.0024
Si -0.0002 -0.0008 0.0048
Si -0.0023 0.0003 -0.0049
Si -0.0018 0.0002 0.002
Si 0.0003 -0.0008 0.0034
Si -0.0005 -0.0007 0.0024
Si -0.0008 -0.0008 0.0034
Si -0.0008 -0.0014 0.0024
Si -0.0009 -0.0011 0.0025
Si -0.0004 -0.0005 0.0029
Si -0.0051 0.0027 0.0092
Si 0.0005 0.0064 -0.0019
Si -0.0001 -0.001 0.0034
O -0.0006 -0.001 -0.0004
O 0 -0.0011 -0.0008
O 0.0005 -0.0007 -0.0015
O -0.0031 -0.001 0.0007
O -0.0006 -0.0006 -0.001
O -0.0022 -0.0015 0.0015
O 0 -0.0009 -0.0011
O -0.0005 -0.0012 -0.0018
O 0.0023 0.0003 -0.0015
O -0.0003 -0.0003 -0.0012
O -0.0001 -0.0005 -0.0016
O -0.0002 -0.0004 -0.001
O 0 -0.0006 -0.0006
O -0.0006 -0.0007 -0.0012
O 0.0013 0.0018 0.0045
O -0.0011 -0.0002 -0.0015
O -0.0027 0.0044 -0.001
O -0.0004 -0.002 -0.0015
O -0.0008 -0.001 -0.0003
O 0.0001 -0.0015 -0.0012
O 0.0009 -0.0013 0.0046
O -0.0012 -0.0013 -0.0007
O -0.0004 -0.0008 -0.0013
O 0.0001 -0.0008 -0.0008
O -0.0001 0.0019 -0.0017
O -0.0005 -0.0003 -0.0008
O 0.006 -0.0004 0.0049
O -0.0009 -0.0008 -0.0017
O -0.0012 -0.0004 -0.0017
O -0.0003 -0.0009 -0.0013
O 0.0214 -0.0056 0.0111
O -0.0003 -0.0009 -0.0017
O -0.0005 -0.0006 0.0008
O -0.0004 -0.0012 -0.0012
O -0.001 -0.0008 -0.0003
O -0.0004 -0.0009 -0.0008
O -0.0005 -0.0003 -0.0021
O -0.0002 -0.0013 -0.001
O -0.0006 -0.0002 -0.0041
O -0.0018 -0.0015 0.0049
O -0.0008 -0.0008 -0.0007
O -0.0004 -0.001 -0.001
O 0.0008 -0.0004 -0.0008
O -0.0007 -0.0011 -0.0014
O -0.0002 -0.0005 -0.0009
O -0.0049 0.0014 -0.0001
O 0.0001 -0.0009 -0.0018
O -0.0007 -0.0005 -0.0011
O 0.0001 -0.0009 -0.0014
O -0.0003 0.0003 -0.001
O -0.0007 -0.0009 -0.0009
O -0.0024 -0.0009 0.0011
O 0.0002 -0.001 -0.0012
O -0.0013 -0.0005 -0.0013
O 0.0003 -0.0014 -0.0022
O -0.0007 -0.001 -0.0012
O -0.0005 -0.001 -0.001
O -0.001 -0.0007 -0.0011
O -0.0023 0.0001 0.0042
O -0.0012 -0.0008 -0.0009
O 0.0003 0.0003 -0.0008
O 0.006 -0.0043 0.002
O 0.0005 -0.0007 0.002
O -0.0007 -0.0011 -0.0005
O -0.0006 -0.0016 -0.0018
O 0.0001 -0.0008 -0.0014
O 0.0008 -0.0009 -0.0007
O -0.0012 -0.0003 -0.0012

The program warned: the cutoff lies below the one the program advises for these potential files; the exchange-correlation potential is rough where the density is thin.
